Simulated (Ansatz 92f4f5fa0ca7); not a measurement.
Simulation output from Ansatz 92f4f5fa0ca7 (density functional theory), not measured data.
Periodic cell of 414 atoms, Si266O148, from a study of silicon, its oxide and their interface. The atomic structure is a simulated model.
Doubt: the cutoff is far below the 930 eV that the study's wrapper takes by default for these files, so forces and energies are approximate.

Settings: functional PBE; potential files Ansatz PAW; basis plane waves; wave-function cutoff 580 eV; density cutoff ratio 5; exchange-correlation grid ratio 1; k mesh 1 x 1 x 1, Gamma-centred; self-consistency stop 5e-08 eV per atom in the density residual; occupations fixed; spin none; net charge 0.

Cell vectors (angstrom)
a  15.4687  0  0
b  0  12.8259  0
c  0  0  36.6223

Atoms and the computed forces on them: element, x, y, z (angstrom), force x, y, z (eV/angstrom)
Si  0.0002  1.1439  33.9412  -0.0462  -0.0417  -0.0196
Si  3.844  1.1291  34.016  0.0233  -0.0942  0.1414
Si  7.7658  1.1592  33.9766  -0.0384  -0.03  -0.0954
Si  11.613  1.1581  33.9244  -0.0332  -0.0961  -0.0174
Si  2.0316  7.6199  33.9316  -0.0414  0.1093  -0.0786
Si  5.852  7.6065  33.869  0.0209  0.0272  -0.1569
Si  9.6672  7.6151  33.875  0.1114  0.0541  -0.0928
Si  13.5617  7.5916  33.9445  -0.035  0.0095  -0.1348
Si  1.9336  5.247  34.3554  -0.0662  0.2145  0.3646
Si  5.8008  5.247  34.3554  0.3286  -0.3739  -0.5413
Si  9.6679  5.247  34.3554  -0.2783  0.4328  0.3368
Si  13.5351  5.247  34.3554  0.1371  -0.0026  0.3572
Si  0  11.6599  34.3554  0.0538  0.0337  0.4038
Si  3.8672  11.6599  34.3554  -0.0854  -0.0943  0.0558
Si  7.7343  11.6599  34.3554  0.4613  -0.1448  0.1449
Si  11.6015  11.6599  34.3554  0.0402  -0.0378  -0.4356
Si  0  4.664  35.5921  -0.0395  0.3028  0.2452
Si  3.8672  4.664  35.5921  -0.0573  -0.0098  -0.0574
Si  7.7343  4.664  35.5921  -0.0184  0.1703  0.0511
Si  11.6015  4.664  35.5921  -0.0242  0.0985  0.0569
Si  1.9336  11.0769  35.5921  -0.1126  -0.1701  -0.0647
Si  5.8008  11.0769  35.5921  -0.0241  -0.0021  -0.1686
Si  9.6679  11.0769  35.5921  -0.0643  -0.091  0.0097
Si  13.5351  11.0769  35.5921  0.0265  0.0006  -0.0855
Si  0  2.332  36.0043  -0.0118  0.001  -0.1109
Si  3.8672  2.332  36.0043  -0.0316  0.1316  0.2848
Si  7.7343  2.332  36.0043  0.1242  0.1057  0.1784
Si  11.6015  2.332  36.0043  0.055  0.0119  -0.1416
Si  1.9336  8.745  36.0043  0.0923  0.0661  0.0997
Si  5.8008  8.745  36.0043  0.1546  -0.1173  -0.2512
Si  9.6679  8.745  36.0043  -0.0135  0.0224  -0.2671
Si  13.5351  8.745  36.0043  0.0282  0.0012  0.0847
Si  1.9336  1.749  0.6188  0.0458  0.0631  0.0126
Si  5.8008  1.749  0.6188  -0.0522  -0.0377  -0.0783
Si  9.6679  1.749  0.6188  -0.0875  -0.0271  0.019
Si  13.5351  1.749  0.6188  -0.0187  0.0439  -0.0303
Si  0  8.162  0.6188  -0.105  -0.0573  -0.0189
Si  3.8672  8.162  0.6188  0.0675  -0.049  -0.0188
Si  7.7343  8.162  0.6188  0.0236  -0.0868  -0.0541
Si  11.6015  8.162  0.6188  -0.025  -0.1148  -0.0608
Si  0  5.83  1.031  -0.0016  -0.0446  0.0297
Si  3.8672  5.83  1.031  0.0029  -0.0263  0.0015
Si  7.7343  5.83  1.031  0.024  -0.0683  0.0112
Si  11.6015  5.83  1.031  0.0435  0.008  0.0117
Si  1.9336  12.2429  1.031  0.1147  -0.0525  -0.0262
Si  5.8008  12.2429  1.031  0.029  -0.0142  0.0071
Si  9.6679  12.2429  1.031  0.0571  0.0047  0.0258
Si  13.5351  12.2429  1.031  -0.0208  -0.1296  -0.0773
Si  1.9336  5.247  2.2678  -0.0312  -0.0439  -0.3804
Si  5.8008  5.247  2.2678  0.0671  0.0858  0.0866
Si  9.6679  5.247  2.2678  -0.1377  -0.0849  0.0213
Si  13.5351  5.247  2.2678  -0.1761  0.0537  -0.0861
Si  0  11.6599  2.2678  -0.2022  -0.0256  -0.0259
Si  3.8672  11.6599  2.2678  -0.1525  -0.0507  -0.355
Si  7.7343  11.6599  2.2678  -0.089  -0.057  -0.3669
Si  11.6015  11.6599  2.2678  0.2416  0.0216  -0.025
Si  1.9336  2.915  2.68  -0.0174  -0.0099  0.0018
Si  5.8008  2.915  2.68  0.054  -0.0328  0.0864
Si  9.6679  2.915  2.68  0.0935  0.1001  0.0229
Si  13.5351  2.915  2.68  0.0374  0.0517  0.0673
Si  0  9.328  2.68  0.0991  -0.0967  -0.1286
Si  3.8672  9.328  2.68  -0.0982  0.1365  0.1058
Si  7.7343  9.328  2.68  -0.0402  0.1348  0.1454
Si  11.6015  9.328  2.68  0.0466  0.0804  0.0275
Si  -0.5222  1.159  18.9123  0.1485  -0.0565  -0.0315
Si  10.7652  2.7473  19.2968  0.3652  0.1748  0.4519
Si  4.0471  -4.8477  24.4221  -0.0256  -0.032  0.1302
Si  19.1207  -2.022  23.0108  0.0079  0.3134  -0.0377
Si  -0.0702  3.8609  28.9497  -0.3278  0.2858  -0.0323
Si  1.3556  10.6765  24.8234  0.0183  0.1157  -0.1096
Si  14.1364  12.2395  25.6134  -0.2523  -0.1882  -0.1185
Si  16.8886  9.641  29.1563  -0.3104  -0.1097  -0.0755
Si  -5.0783  -1.7327  21.6975  0.1025  -0.0179  0.0263
Si  2.4333  3.331  25.6165  0.0479  0.2043  0.4515
Si  13.9704  5.4993  27.7879  0.0005  0.0407  -0.1822
Si  11.9196  4.48  27.495  0.1896  -0.233  -0.0671
Si  3.4936  14.3697  28.9363  0.4522  0.0189  -0.0178
Si  1.9709  7.2608  29.3803  -0.1931  -0.0845  0.0151
Si  9.649  14.3224  17.5268  -0.155  -0.1739  -0.097
Si  17.1364  16.5398  22.4858  -0.1867  -0.1253  -0.1117
Si  -1.6451  7.2803  29.4707  0.0131  -0.1525  0.0331
Si  7.3005  1.1662  29.9868  -0.1191  -0.2375  -0.2049
Si  3.7999  4.7164  31.3533  -0.2744  -0.0863  -0.1363
Si  10.8818  3.7321  29.4019  -0.1145  0.1528  0.2462
Si  5.7594  7.1653  29.1255  -0.0751  -0.1897  -0.0664
Si  5.9989  12.2201  31.3735  -0.0477  0.2304  0.2429
Si  12.3225  14.4739  26.3894  -0.1169  0.0995  0.1771
Si  12.8403  10.2082  27.5614  0.2995  -0.1549  0.2017
Si  1.7907  5.003  28.1382  0.5912  -0.2547  0.0564
Si  1.9384  -1.7431  31.0106  -0.0236  -0.1245  0.0862
Si  3.9303  7.0245  30.6796  0.2398  -0.154  0.1069
Si  15.562  1.4266  29.2165  0.3918  -0.1274  -0.3629
Si  2.7073  10.6334  27.4653  -0.3376  -0.2691  0.4687
Si  7.9505  7.0713  30.3325  -0.2312  -0.0935  0.0457
Si  11.7558  7.0035  30.6413  0.144  -0.0395  0.0668
Si  15.6409  6.8956  30.8637  -0.0404  -0.1951  -0.1102
Si  1.9821  0.646  30.6009  -0.0453  0.1576  0.0255
Si  5.2186  -4.0485  27.2141  0.2504  -0.2851  0.524
Si  6.4272  1.2025  27.8332  0.4721  0.2571  0.0968
Si  17.3007  1.0033  27.47  -0.64  0.0277  0.0258
Si  -1.1185  9.5393  29.1667  0.3236  0.139  -0.0185
Si  3.5602  3.8642  29.2098  -0.2464  0.5439  0.584
Si  9.8611  1.8232  24.3881  -0.0215  0.0765  -0.0504
Si  9.9632  7.6876  29.2372  -0.0093  0.0171  -0.2148
Si  0.0013  4.6143  31.1585  0.1593  -0.0586  0.3302
Si  6.8305  3.5075  30.2423  -0.0832  0.2715  0.2344
Si  8.7638  4.7272  30.3848  0.1271  -0.1193  -0.1119
Si  11.755  4.7325  31.2924  -0.0052  0.0136  -0.0811
Si  -1.9236  13.4533  30.423  0.2564  0.0243  0.2117
Si  9.5872  13.4612  30.5361  -0.2078  -0.0992  0.2707
Si  9.6428  11.144  30.8999  0.0854  -0.2812  0.0167
Si  13.6544  11.0481  30.9289  -0.1259  -0.0385  0.1655
Si  1.8719  4.0076  32.4014  0.0553  0.106  -0.1291
Si  5.7152  3.8116  32.3334  -0.0509  0.0782  -0.1904
Si  9.7886  4.0946  32.3722  0.1039  -0.0968  0.0234
Si  13.6227  3.9778  32.4005  0.1361  0.1279  -0.3177
Si  0.0435  10.5552  32.3216  -0.0419  0.0296  0.0036
Si  4.0033  10.7451  32.1573  -0.0385  0.2102  -0.2054
Si  7.7159  10.6548  32.2049  0.0165  0.2146  -0.0822
Si  11.6258  10.5603  32.1848  0.0893  0.0535  -0.017
Si  1.9572  1.6958  32.7443  0.0845  -0.1452  -0.1016
Si  5.7748  1.4387  32.7612  -0.0693  -0.2302  0.2803
Si  9.682  1.7287  32.6692  0.1043  0.1176  -0.004
Si  13.5557  1.6467  32.6331  0.0125  -0.0792  0.0366
Si  0.0636  8.217  32.7745  0.0077  0.1469  0.0853
Si  3.9634  8.3483  32.6359  0.0371  -0.0834  -0.0722
Si  7.7519  8.205  32.5174  -0.0951  -0.093  -0.0132
Si  11.6549  8.2256  32.6674  -0.0879  0.1184  -0.0067
Si  0  2.332  3.9167  -0.0848  -0.1419  -0.3625
Si  3.8672  2.332  3.9167  -0.3  0.2631  0.2789
Si  7.7343  2.332  3.9167  -0.0183  -0.0965  0.4185
Si  11.6015  2.332  3.9167  -0.1536  -0.4419  -0.2265
Si  1.9336  8.745  3.9167  -0.0121  0.1456  -0.8638
Si  5.8008  8.745  3.9167  0.4048  0.0494  0.6369
Si  9.6679  8.745  3.9167  -0.0402  -0.4982  0.4489
Si  13.5351  8.745  3.9167  -0.1308  0.2308  0.3258
Si  1.9408  6.4379  4.265  0.049  0.015  0.0401
Si  5.7916  6.4088  4.3492  -0.0102  -0.0576  0.004
Si  9.5932  6.4081  4.3301  0.0735  0.0422  -0.1147
Si  13.4645  6.4035  4.3272  -0.0093  -0.0327  0.1144
Si  -0.1009  12.8405  4.3161  0.0779  -0.0203  0.0122
Si  3.7945  12.8424  4.2723  0.056  -0.1054  0.0024
Si  7.7377  12.7977  4.2976  -0.0821  0.0342  0.0522
Si  11.6198  12.8025  4.3337  0.0299  0.0392  -0.0833
Si  0.0107  5.829  5.4052  0.0338  -0.1415  -0.0631
Si  3.824  5.8318  5.5245  -0.0618  -0.036  0.0742
Si  7.6926  5.7963  5.6335  -0.1052  0.0137  0.0028
Si  11.4901  5.7704  5.5506  -0.0516  -0.1138  -0.0231
Si  1.8396  12.2888  5.4872  -0.1143  0.061  0.0418
Si  5.7363  12.2664  5.4254  -0.0647  0.1275  -0.0473
Si  9.6885  11.9685  5.395  0.2174  0.122  0.1054
Si  13.5063  12.3502  5.7267  -0.0149  0.1337  0.053
Si  -0.0105  3.5527  5.8877  -0.0025  0.0046  0.0132
Si  3.7707  3.517  6.0449  -0.0055  0.1105  0.1172
Si  7.6243  3.47  6.0649  0.0587  -0.1022  0.1073
Si  11.5061  3.4578  5.9406  0.0127  0.0297  -0.0035
Si  1.7875  9.9704  5.8413  0.0472  -0.1699  -0.1165
Si  5.7997  10.0233  6.0505  -0.2444  0.2051  0.0133
Si  9.8783  9.6946  6.1168  0.0063  -0.04  0.0024
Si  13.5165  9.9318  6.0494  0.1683  0.0208  0.1024
Si  -2.0026  8.6269  12.283  0.071  0.0586  -0.257
Si  7.7073  6.7885  7.796  -0.242  -0.116  0.0517
Si  9.5927  2.6868  7.1414  -0.0448  0.0351  0.0977
Si  12.8499  2.6119  12.0829  -0.1316  0.0644  -0.1552
Si  -0.0139  9.1901  7.1089  0.0085  0.1244  -0.164
Si  3.7342  9.5079  6.9443  0.0129  -0.0538  -0.3002
Si  5.5727  8.8662  12.3086  0.1303  -0.0341  -0.6863
Si  11.7558  9.2994  9.7299  -0.2012  -0.0981  0.283
Si  3.7251  7.2337  7.398  0.0211  0.0342  -0.0909
Si  -0.1567  6.8277  7.4693  -0.1064  -0.1471  0.0787
Si  8.5309  8.9719  7.9285  0.1731  0.0185  0.1404
Si  12.3765  11.5093  9.9364  0.172  -0.102  0.1686
Si  -0.5892  11.0971  10.0766  -0.1396  0.1955  0.3257
Si  7.5547  12.5352  8.3801  0.0225  0.2215  -0.3708
Si  7.3199  16.0463  10.8513  -0.0311  -0.1084  0.1554
Si  7.3036  14.1102  12.1794  0.642  0.256  -0.51
Si  1.7679  7.2369  8.7224  -0.1224  -0.0426  0.2179
Si  1.7883  2.9712  7.3098  -0.0663  -0.0318  0.1292
Si  9.5492  6.2664  9.2128  0.1683  0.0385  0.0561
Si  13.5446  5.4423  8.4085  -0.0478  0.04  0.183
Si  3.7796  12.7228  8.7488  0.1177  0.2281  -0.0531
Si  1.8556  13.4157  7.5571  0.0449  -0.188  0.0493
Si  11.5063  13.3036  8.7325  0.0635  0.5064  -0.2622
Si  9.6077  13.1668  7.3209  -0.1882  -0.2422  -0.1836
Si  1.2338  3.7561  9.6004  -0.0926  0.0601  -0.2589
Si  5.6484  2.9261  7.3573  -0.0923  0.106  0.162
Si  10.081  2.3719  9.456  0.385  -0.2589  0.0059
Si  14.5237  4.3483  10.2741  -0.3809  0.4009  -0.3253
Si  0.0513  13.1419  9.0568  -0.0384  0.0494  -0.2628
Si  8.6713  9.1716  12.2243  0.045  -0.0047  -0.5489
Si  5.281  9.2354  9.917  -0.0844  0.027  0.2276
Si  12.0444  12.4997  12.0294  0.3818  -0.1604  -0.099
Si  1.2259  1.6451  10.6522  0.0386  -0.1532  0.3046
Si  10.9291  7.6109  13.8427  -0.3018  -0.1741  -0.0411
Si  13.5757  1.0076  7.7309  0.1004  -0.0013  -0.0389
Si  9.5682  8.528  10.0424  0.0157  -0.0312  0.2293
Si  2.2087  14.398  20.3466  -0.0147  0.0592  -0.0388
Si  3.3681  10.4015  9.0639  -0.0476  0.0435  0.1638
Si  6.7582  10.3199  8.3317  -0.1187  -0.0185  -0.1522
Si  11.8094  8.9256  7.353  0.0856  0.1578  0.0348
Si  -1.9548  3.33  7.1382  0  -0.0914  -0.0381
Si  8.2087  1.1341  10.0107  -0.8277  -0.393  0.6983
Si  5.6223  0.5931  7.4348  0.0639  -0.1941  -0.0149
Si  5.2298  3.2817  9.7614  -0.258  0.1194  -0.3532
Si  5.4267  10.7782  16.7582  0.0659  0.0338  -0.0333
Si  4.209  13.8677  12.7571  0.3921  0.3128  -0.7463
Si  9.7168  6.8178  16.5035  -0.0463  -0.0485  0.0265
Si  15.3604  1.8238  13.5139  0.1947  -0.073  -0.0487
O  4.6085  11.3965  15.4902  0.0884  0.0445  -0.0775
O  10.1525  6.7688  18.0764  0.0279  -0.0167  -0.0279
O  9.2488  -4.3935  19.991  -0.1038  0.0246  -0.0094
O  5.8092  4.8604  25.4771  0.0002  0.1792  -0.4128
O  12.4029  9.185  26.3793  -0.0557  -0.0619  -0.1322
O  21.8186  18.3053  16.5239  -0.0361  0.0057  0.0695
O  -5.4382  -7.7432  22.9905  -0.0395  0.1379  -0.0435
O  1.8317  -5.2257  22.2459  0.014  0.069  0.0071
O  -0.1217  17.232  16.0282  0.0271  0.1139  -0.0743
O  16.0844  14.0487  12.1766  0.1163  0.042  -0.3531
O  4.606  8.9523  19.498  0.0528  0.0173  0.0386
O  5.491  27.2371  18.4566  0.0275  -0.095  -0.111
O  10.2068  12.8576  17.0133  -0.0865  0.0153  0.0327
O  8.0379  1.2645  17.8261  -0.017  -0.0809  -0.0601
O  -6.0841  5.2818  16.1002  0.0363  -0.004  0.0681
O  11.542  -10.8105  20.5671  -0.0736  0.0224  -0.1975
O  0.0354  -9.2891  22.4842  0.0303  0.0298  0.036
O  16.2186  11.1583  20.3989  0.0792  -0.0719  -0.0185
O  24.5211  11.6445  14.8803  -0.0277  -0.0309  0.0648
O  17.0801  19.2532  11.7045  0.0681  -0.2383  -0.1572
O  3.4892  15.0892  13.5987  0.0299  -0.0935  0.1172
O  4.3212  -3.3643  23.6938  0.1202  -0.122  0.0181
O  2.7802  12.8884  20.5702  0.0138  -0.0361  -0.0038
O  7.0028  -0.0205  19.8649  -0.042  0.0185  -0.194
O  -4.079  -16.7483  23.9163  0.0873  -0.0548  0.0732
O  8.9722  10.1391  27.4835  0.0941  0.0039  0.0619
O  -1.4032  -1.2996  21.9188  0.045  -0.0413  0.0145
O  3.026  -15.213  21.5485  -0.0096  -0.1117  0.0026
O  -0.0022  13.7004  14.8171  -0.0496  0.0196  -0.1142
O  -12.4793  2.2609  19.081  0.0513  -0.0248  0.0001
O  4.7188  -0.8381  22.7583  -0.1012  -0.1407  0.0118
O  9.0727  3.2342  24.6386  -0.0411  0.0243  -0.0062
O  14.0215  15.3116  18.8313  0.0255  -0.0752  -0.0138
O  16.287  11.4919  15.9165  0.0726  -0.018  -0.0569
O  29.2363  0.9906  25.9099  0.0107  0.0866  0.0283
O  17.5615  -2.8545  26.1018  0.0847  0.1268  -0.1141
O  10.8655  -6.2734  20.7639  -0.045  0.0157  -0.0157
O  -13.0822  12.2523  27.3098  0.1452  -0.1798  -0.276
O  0.1054  0.7788  17.4483  -0.0169  0.0312  -0.0075
O  19.5674  6.7735  21.0062  0.0277  0.0393  0.0501
Si  -7.9141  12.6961  25.4122  -0.0572  0.1747  -0.1126
Si  -0.8514  -6.4087  24.6675  -0.1699  0.0951  -0.0338
Si  5.5887  4.7874  28.6279  0.1601  0.0503  -0.2408
Si  23.5573  4.3025  20.2581  -0.1112  0.0114  0.0957
Si  -1.0598  -2.0431  12.3791  0.0535  0.5147  -0.0876
Si  8.1246  9.7922  26.1312  0.0816  0.0304  -0.1232
Si  4.7548  5.487  10.3948  -0.1463  -0.0441  0.213
Si  6.6912  0.5045  18.3619  0.0493  0.0063  0.1692
Si  5.788  -9.6794  21.8506  0.057  -0.1697  -0.0649
Si  20.0017  -10.0586  19.0097  -0.0582  0.0744  0.0713
Si  11.4983  14.2544  29.3966  0.0014  -0.0964  -0.6522
Si  21.3813  5.3975  23.947  0.1386  -0.3321  0.1725
Si  1.7171  7.8754  23.8505  -0.1392  -0.0444  0.0354
Si  1.0327  -2.4617  14.7341  -0.1899  -0.0521  0.1263
Si  14.9196  8.5082  16.5188  0.0031  0.0372  0.0017
Si  3.6637  3.7338  14.3007  0.0204  0.0088  0.0237
Si  11.521  6.5817  7.7608  0.0227  -0.2804  -0.0816
Si  -6.2696  3.8191  15.4076  -0.0897  0.2335  -0.241
Si  8.9667  4.8122  24.2308  0.1944  -0.0996  0.0764
Si  6.3298  4.6028  15.1439  -0.0578  0.0482  -0.2183
Si  2.3507  5.7083  10.3773  0.0515  0.5367  0.0607
Si  7.7522  -0.952  20.9416  0.0383  0.0267  0.203
Si  0.1675  6.2957  12.4497  0.244  -0.217  -0.1238
Si  5.9079  5.1669  18.0672  0.0317  -0.0187  -0.1117
Si  14.0515  4.2882  22.3045  -0.0243  -0.1909  -0.0679
Si  10.5269  7.5272  19.4719  0.0173  -0.0521  0.0785
Si  -0.8468  -1.4746  20.4005  -0.1173  0.0706  0.1155
Si  3.9676  -1.792  14.0441  -0.0781  -0.0561  -0.1829
Si  3.6342  14.2968  10.4985  0.2308  -0.2737  0.2158
Si  12.2984  -4.6115  25.0854  -0.0403  0.1924  0.0144
Si  -0.2238  -0.082  16.104  -0.0136  -0.0834  0.0924
Si  9.9938  -2.8376  28.7891  0.0213  0.174  0.052
Si  10.5572  6.048  26.5264  -0.2245  0.0062  -0.1884
Si  15.1302  5.6727  17.0349  -0.0325  -0.1039  -0.1502
Si  10.5748  4.6104  12.72  -0.568  -0.0349  -0.3061
Si  -5.5042  11.4465  16.2051  0.0939  -0.0149  0.0203
Si  7.905  22.0692  16.9357  0.0484  -0.0926  0.0783
Si  1.565  -5.2475  18.2218  -0.0332  -0.0634  -0.0476
Si  12.9503  -0.5772  22.8424  -0.0291  0.058  -0.0655
Si  9.7736  8.8594  23.6364  -0.0378  0.0098  -0.0485
Si  3.8363  -3.1871  18.2248  -0.1618  -0.2763  0.2388
Si  9.4153  17.1676  10.6663  0.0943  0.1589  -0.0888
Si  12.7794  -1.9512  16.6483  0.153  -0.0054  0.0869
Si  12.3247  -2.929  19.4358  -0.0401  -0.0273  0.096
Si  21.3804  0.1952  23.0595  0.0895  0.0118  0.0476
Si  17.8329  11.3231  20.3503  -0.0492  0.1209  0.0321
Si  5.546  -5.7315  8.8827  0.0308  -0.1681  -0.0224
Si  5.0605  5.8941  12.7034  0.1368  -0.1293  0.0212
Si  11.9034  14.9441  22.1641  -0.0295  -0.0541  -0.0003
Si  9.6814  6.2434  21.8756  0.047  -0.0229  0.1218
Si  2.4697  6.5904  21.1556  -0.1028  -0.0592  -0.1461
Si  7.6678  8.8745  19.984  0.2418  0.1094  0.0661
Si  20.8708  -9.0812  26.5687  0.41  0.1404  0.4357
Si  -6.2807  24.8032  13.306  -0.2041  0.4569  -0.3799
Si  0.8795  -8.3699  14.7433  -0.0147  -0.0696  0.2587
Si  13.4921  16.8249  19.1757  0.0467  0.08  0.0929
Si  20.627  -5.3192  19.995  -0.0341  -0.0187  -0.084
Si  16.5514  9.614  9.1594  -0.0574  -0.2219  0.0842
O  8.4287  5.7303  20.9579  -0.0577  0.0537  -0.0048
O  -6.0959  -0.7578  20.8783  -0.0315  0.0044  -0.0667
O  29.8674  -5.8597  16.3252  -0.0271  0.0059  0.0107
O  1.18  6.1829  17.4369  0.0253  0.011  0.039
O  -2.9401  3.2513  26.5247  -0.0159  0.0747  0.0487
O  4.3596  8.0156  26.0451  0.0308  -0.0032  -0.2081
O  7.4215  10.3006  20.7169  -0.0809  -0.1079  -0.0631
O  11.8813  3.897  18.8314  -0.0437  -0.0572  -0.012
O  21.6353  13.1155  24.6622  0.006  -0.0796  0.0212
O  22.0913  20.6382  20.6727  -0.0553  0.001  0.0365
O  0.6253  16.068  13.7231  0.0157  0.0392  -0.0694
O  7.1795  8.5603  12.5414  -0.1256  0.0741  0.1373
O  -5.7324  8.6194  13.3416  0.0277  0.0397  0.1695
O  21.9589  2.5205  26.822  -0.2953  -0.1429  -0.1457
O  -1.7975  2.9845  10.7178  0.2106  -0.0748  -0.1639
O  6.6965  -3.6838  26.6005  -0.0028  0.1244  -0.0556
O  5.3019  4.3109  22.8827  -0.0388  0.1245  0.0142
O  11.3436  10.3406  20.6369  0.0164  -0.0129  -0.0339
O  2.8675  8.405  17.6368  0.1258  0.1758  -0.0026
O  2.5888  -2.6173  14.3054  0.0807  -0.0345  0.0465
O  7.2819  9.0126  18.4161  -0.0492  0.0017  -0.0027
O  2.4193  17.0323  15.2436  0.0152  -0.0576  -0.0751
O  12.157  -14.7548  18.1616  -0.0388  0.0616  -0.0053
O  5.8719  13.8562  12.925  -0.7196  -0.1837  0.017
O  -6.9541  10.8116  12.371  -0.0221  -0.0937  0.1427
O  -6.0024  -9.2518  19.8427  -0.0258  -0.1079  -0.1228
O  -3.0939  21.0501  13.4431  0.1259  0.0122  0.0122
O  10.4499  1.8958  22.8708  -0.0242  0.0076  0.0228
O  -4.3159  1.4461  25.2913  0.0843  -0.0253  -0.0042
O  13.6392  9.5032  16.4831  -0.0636  0.0138  -0.0397
O  20.2444  20.3453  12.8301  0.0188  0.0623  0.0092
O  0.9318  -3.4822  23.9702  -0.0048  -0.0551  -0.0438
O  15.7289  8.5602  17.9597  0.0428  0.014  0.0562
O  7.2566  12.4008  22.3907  0.0199  -0.0422  -0.0286
O  16.2136  6.7435  24.5255  0.0611  0.0251  -0.036
O  11.7376  0.9928  27.7774  0.071  0.1234  0.351
O  -7.0307  0.599  13.1297  0.3239  -0.1951  0.5847
O  -18.125  -4.38  10.7647  -0.1034  0.0356  -0.2524
O  9.1482  10.3156  17.0747  -0.0259  0.0644  -0.0168
O  20.8395  6.5528  18.6945  -0.0294  0.0135  0.0049
O  17.6687  3.6847  24.0392  0.0385  -0.0258  0.0732
O  -4.0318  10.9007  15.7239  -0.0731  -0.0395  -0.0659
O  13.8984  -2.833  19.8467  0.0225  0.0226  0.0025
O  0.2035  -1.0611  25.2701  0.1176  -0.0085  -0.0049
O  2.3357  15.2526  21.7293  0.0047  -0.0037  0.0384
O  3.8058  17.7691  13.2015  -0.0456  -0.0167  0.0006
O  26.9365  -2.1813  28.3589  -0.2045  -0.0217  -0.0875
O  7.8583  -14.53  25.2476  -0.0386  -0.1373  0.0184
O  9.9506  6.9963  27.7096  0.0159  0.0028  0.2951
O  0.65  1.5195  19.9599  -0.0804  0.0121  0.014
O  14.11  -7.2897  23.3674  0.0029  0.0061  0.104
O  6.2914  -7.2851  13.7814  -0.0641  -0.0152  0.0404
O  5.0292  3.6288  15.1638  -0.0216  -0.0078  0.1046
O  3.6381  -0.3998  13.2572  -0.0784  -0.0545  0.243
O  -1.6879  7.83  24.5537  0.081  -0.0392  -0.0065
O  -1.0601  18.6071  26.1657  0.0845  -0.0959  0.2031
O  13.0453  13.8422  22.5599  0.0289  0.024  0.0104
O  7.6132  16.4387  15.1115  0.0439  -0.0708  0.095
O  6.6053  22.6256  16.1117  0.0067  0.1208  -0.0097
O  8.7826  -12.1585  24.7156  -0.0303  -0.0405  0.0194
O  13.2419  -1.0585  24.3542  0.0539  0.0326  0.0171
O  9.7706  -10.2192  16.3165  0.0403  -0.0757  0.0961
O  22.8055  -9.4723  21.3642  0.0517  0.0099  -0.0767
O  2.4862  11.4804  23.957  -0.0231  -0.117  0.0039
O  19.4753  15.8967  26.016  -0.0656  -0.0309  -0.1818
O  16.0286  18.6792  13.9736  -0.137  0.1132  -0.1061
O  9.4921  10.1378  22.6658  -0.0412  0.0035  0.0287
O  -0.6669  -5.138  12.4216  0.0209  -0.0246  0.1414
O  4.8812  3.2469  20.5213  -0.0222  0.0476  0.0125
O  -1.5856  17.3686  20.6827  -0.0732  0.0183  -0.023
O  6.1878  12.0494  17.4859  -0.0147  -0.0877  -0.0971
O  7.5316  5.3885  23.7035  -0.1251  0.1333  -0.1046
O  1.954  4.6523  26.4942  -0.1172  -0.0625  -0.1423
O  20.4464  -2.6795  13.1166  0.0205  0.1191  0.3219
O  7.3081  12.9296  27.0068  -0.0086  -0.2533  -0.1547
O  1.6742  -10.9009  26.0786  0.0019  -0.0719  -0.0963
O  20.5582  -6.0145  23.823  -0.0604  0.2365  -0.0102
O  -2.7954  -9.3512  22.6665  0.0359  0.0459  -0.0022
O  2.8909  -2.0117  18.8911  0.0584  0.0039  -0.0696
O  4.8617  13.6783  28.1962  -0.5474  0.0806  0.2607
O  20.1647  4.0705  18.0514  -0.0116  -0.0263  0.0181
O  13.3897  -0.8049  12.8732  0.0194  0.0332  0.2329
O  2.1111  5.0623  21.6459  0.0497  0.0794  0.0185
O  -0.7723  18.0142  11.6879  0.1548  0.0488  0.1831
O  -4.0885  -0.9023  22.6456  0.0529  0.0131  -0.0023
O  25.4076  16.6022  13.9633  0.083  -0.0381  0.1808
O  12.037  -8.8629  12.4585  0.2249  -0.0842  0.1208
O  15.6946  10.7959  13.3926  -0.074  0.035  0.0861
O  -6.5238  8.8491  25.0547  -0.0547  -0.0201  0.0921
O  11.9022  14.1361  11.8239  0.0288  -0.0626  0.1159
O  -1.2856  -0.1688  19.5005  -0.0457  0.0312  -0.0123
O  -1.749  -0.6687  16.2769  -0.0371  0.0052  -0.0793
O  0.4785  21.7642  15.313  -0.0074  -0.0024  -0.05
O  9.3234  -5.2658  22.7672  -0.0071  -0.0155  0.0059
O  13.6125  -1.3403  26.9392  0.0477  0.3375  -0.1307
O  11.8766  21.1957  19.1051  -0.0277  -0.0132  0.004
O  7.1697  4.5793  18.9359  0.0347  -0.0173  -0.0335
O  5.5864  14.5073  22.5108  -0.0223  0.0871  0.0003
O  10.7441  12.051  12.8831  0.0792  0.0458  0.0898
O  10.8526  7.3877  15.4656  0.1137  0.0568  -0.1201
O  -6.1833  5.5991  25.6133  -0.0999  0.0362  -0.0238
O  -1.2813  -7.7069  18.2227  -0.0588  0.0089  0.0857
O  -1.6761  14.9865  13.3102  -0.0497  0.0704  0.0952
O  -7.0437  7.8182  16.3337  0.0074  0.0626  -0.0051
O  19.7677  10.1091  27.6728  -0.0698  0.1206  -0.3158
O  -3.9257  6.8567  25.5137  -0.0065  -0.0778  0.0195
O  17.2585  7.0798  19.7526  0.0227  0.0127  0.1022
O  10.6973  6.1927  13.0663  0.162  0.1138  0.1141

Results
free energy: -253260.261 eV
free energy less fixed offsets of O -568.88, Si -635.61 eV per atom: 6.239 eV

The program warned: the cutoff lies below the one the program advises for these potential files; the forces do not sum to zero within the program's tolerance; the exchange-correlation potential is rough where the density is thin.
